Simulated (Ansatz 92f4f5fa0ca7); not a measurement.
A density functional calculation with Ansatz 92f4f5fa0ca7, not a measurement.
Periodic cell of 237 atoms, Si145O90P2, from a study of silicon, its oxide and their interface. The atomic structure is a simulated model.

Settings
functional: PBE
potential files: Ansatz PAW
basis: plane waves
wave-function cutoff: 700 eV
density cutoff ratio: 5
exchange-correlation grid ratio: 1
k mesh: 2 x 2 x 1, shifted by 0.5 0.5 0.5 of a step
self-consistency stop: 5e-08 eV per atom in the density residual
occupations: fixed
spin: none
net charge: 0

Cell vectors (angstrom)
a, 11.6015, 0, 0
b, 0, 10.938, 0
c, 0, 0, 32.0622

Atoms and the computed forces on them: element, x, y, z (angstrom), force x, y, z (eV/angstrom)
Si, -0.216, -0.0908, 23.2436, -0.0122, 0.003, -0.0711
P, 3.55, 0.2437, 22.6005, -0.0693, -0.0894, -0.0217
Si, 7.3731, -0.0831, 23.3599, 0.0684, 0.0128, -0.0806
Si, 1.676, 1.3987, 23.2629, 0.0034, 0.0299, -0.0503
Si, 5.5197, 1.4485, 23.1825, 0.093, 0.0252, -0.0608
Si, 9.3781, 1.2023, 23.2903, -0.0009, 0.0003, -0.0042
Si, 0.1197, 5.4712, 23.4284, -0.0619, -0.0547, 0.0004
Si, 4.043, 5.3137, 23.4041, -0.0107, -0.03, -0.057
Si, 7.9488, 5.5795, 23.642, 0.0418, -0.0389, -0.0353
Si, 2.1692, 6.7164, 23.3637, 0.0308, 0.0631, -0.0112
Si, 5.8965, 6.7713, 23.5114, -0.06, 0.0576, -0.0125
Si, 9.8702, 6.9, 23.6794, -0.0101, 0.0004, -0.0544
Si, 1.8874, 2.6221, 25.3021, 0.0052, -0.0446, 0.0131
Si, 5.7277, 2.6373, 25.2651, 0.0306, -0.0347, 0.0165
Si, 9.6087, 2.6638, 25.21, 0.0198, -0.0827, -0.0272
Si, 11.5814, 4.0121, 25.2921, 0.0312, 0.0795, -0.0054
Si, 3.8295, 3.9937, 25.334, -0.0085, 0.0582, -0.0037
Si, 7.6857, 4.012, 25.3601, -0.0283, 0.0652, 0.0156
Si, 2.0352, 8.2126, 25.2644, -0.005, -0.0818, 0.0014
Si, 5.7213, 8.1827, 25.4239, -0.0331, -0.0959, -0.015
Si, 9.6899, 8.3128, 25.4804, -0.019, -0.0477, 0.0284
Si, 11.6542, 9.592, 25.2691, 0.0002, 0.036, -0.0092
P, 3.8927, 9.6022, 25.3037, 0.0379, 0.1052, -0.0468
Si, 7.6404, 9.5634, 25.344, 0.0194, 0.0369, -0.0052
Si, 11.6249, 0.0006, 27.213, -0.0204, -0.0459, 0.0179
Si, 3.8753, -0.1141, 27.2457, -0.0187, -0.0293, 0.0313
Si, 7.7333, -0.0019, 27.2487, -0.0033, -0.0302, 0.0118
Si, 1.9669, 1.304, 27.2471, 0.0097, 0.0517, 0.0027
Si, 5.781, 1.302, 27.2153, -0.0287, 0.05, 0.0112
Si, 9.6769, 1.3435, 27.1848, -0.0136, 0.0397, 0.0262
Si, 11.571, 5.4457, 27.1956, 0.0535, -0.052, 0.0194
Si, 3.8154, 5.4206, 27.2329, 0.0047, -0.0335, -0.0101
Si, 7.7029, 5.4313, 27.2581, -0.0107, -0.0447, 0.0092
Si, 1.9115, 6.8196, 27.1917, -0.0099, 0.0262, 0.0286
Si, 5.7517, 6.7678, 27.2877, 0.0332, 0.035, 0.0086
Si, 9.6367, 6.8049, 27.2871, -0.0055, 0.0697, -0.0185
Si, 1.9374, 2.7144, 29.1582, 0.0083, -0.03, -0.0044
Si, 5.7813, 2.7056, 29.1425, -0.0072, -0.0261, -0.0042
Si, 9.674, 2.72, 29.1372, -0.0007, -0.0315, 0.0017
Si, 0.0054, 4.0958, 29.1494, -0.0151, 0.0308, 0.0026
Si, 3.8557, 4.0811, 29.1752, -0.0047, 0.0327, 0.0112
Si, 7.7238, 4.0699, 29.1797, 0.0098, 0.0218, -0.0078
Si, 1.9121, 8.1763, 29.1473, -0.0077, -0.0298, 0.0101
Si, 5.7915, 8.1834, 29.178, 0.01, -0.0227, 0.0044
Si, 9.6603, 8.2008, 29.1872, 0.0011, -0.0424, -0.0038
Si, -0.0069, 9.5647, 29.15, 0.0147, 0.027, 0.0124
Si, 3.8526, 9.5258, 29.1966, -0.0004, 0.0381, 0.0043
Si, 7.7247, 9.5574, 29.1699, -0.0044, 0.023, 0.0078
Si, 0, 0, 31.0965, 0.0101, -0.0535, -0.0665
Si, 3.8672, 0, 31.0965, -0.0213, -0.0343, 0.0821
Si, 7.7343, 0, 31.0965, -0.0272, -0.0187, 0.0212
Si, 1.9336, 1.3673, 31.0965, -0.0304, -0.0464, 0.014
Si, 5.8008, 1.3673, 31.0965, -0.0057, 0.0049, -0.0935
Si, 9.6679, 1.3673, 31.0965, 0.0225, -0.0258, -0.1109
Si, 0, 5.469, 31.0965, 0.0335, -0.1059, -0.0762
Si, 3.8672, 5.469, 31.0965, 0.0093, -0.0231, 0.0043
Si, 7.7343, 5.469, 31.0965, -0.0329, -0.0979, 0.033
Si, 1.9336, 6.8362, 31.0965, -0.0554, -0.0401, -0.044
Si, 5.8008, 6.8362, 31.0965, 0.015, -0.0705, 0.1445
Si, 9.6679, 6.8362, 31.0965, 0.0256, -0.0867, 0.1783
Si, 1.9336, 2.7345, 0.9679, 0.0326, 0.061, 0.0269
Si, 5.8008, 2.7345, 0.9679, -0.0303, 0.0377, -0.2159
Si, 9.6679, 2.7345, 0.9679, 0.024, 0.0471, 0.0224
Si, 0, 4.1018, 0.9679, -0.1085, 0.0408, -0.1248
Si, 3.8672, 4.1018, 0.9679, 0.0308, 0.0655, 0.0345
Si, 7.7343, 4.1018, 0.9679, 0.0835, 0.1113, 0.0827
Si, 1.9336, 8.2035, 0.9679, 0.0229, 0.0261, -0.0923
Si, 5.8008, 8.2035, 0.9679, 0.0201, 0.0619, -0.0902
Si, 9.6679, 8.2035, 0.9679, -0.0328, 0.0675, 0.0879
Si, 0, 9.5708, 0.9679, -0.0097, 0.078, 0.0282
Si, 3.8672, 9.5708, 0.9679, -0.0153, 0.0899, 0.0887
Si, 7.7343, 9.5708, 0.9679, 0.0637, -0.0222, -0.0144
Si, 11.6196, 0.0303, 2.896, 0.0126, -0.0491, -0.0159
Si, 3.8681, 0.012, 2.9123, -0.0193, -0.054, -0.0054
Si, 7.7597, 0.0149, 2.8883, 0.0025, -0.0433, 0.0038
Si, 1.9482, 1.3923, 2.9114, -0.021, 0.0359, 0.0066
Si, 5.8272, 1.3473, 2.8538, 0.0057, 0.0491, -0.0035
Si, 9.6741, 1.3841, 2.9157, -0.0235, 0.0491, -0.0094
Si, 11.5781, 5.5047, 2.866, -0.0173, -0.0519, 0.0005
Si, 3.8922, 5.489, 2.8994, 0.014, -0.0399, -0.0092
Si, 7.7551, 5.5057, 2.8944, 0.007, -0.0503, -0.0084
Si, 1.9291, 6.8147, 2.8713, -0.0094, 0.0505, 0.0031
Si, 5.8257, 6.8504, 2.8877, -0.0147, 0.0419, 0.0083
Si, 9.6715, 6.9003, 2.9447, -0.0024, 0.0303, -0.001
Si, 1.9363, 2.8331, 4.8024, 0.0059, -0.0479, -0.0014
Si, 5.8653, 2.7213, 4.7469, 0.0391, -0.0829, 0.0202
Si, 9.6241, 2.7953, 4.8318, -0.0076, -0.0809, -0.0011
Si, 11.5648, 4.1342, 4.7698, 0.0021, 0.0719, -0.0026
Si, 3.9457, 4.0894, 4.8041, 0.0228, 0.0693, 0.0141
Si, 7.7447, 4.2046, 4.8597, 0.0028, 0.0904, 0.0193
Si, 1.9031, 8.1598, 4.7969, -0.0061, -0.0652, 0.013
Si, 5.8277, 8.2681, 4.776, 0.0476, -0.0527, -0.0123
Si, 9.6804, 8.3286, 4.8823, 0.0059, -0.0864, -0.0117
Si, 11.648, 9.663, 4.862, 0.0464, 0.0945, 0.0158
Si, 3.8353, 9.4895, 4.7857, -0.0232, 0.0683, -0.0011
Si, 7.7434, 9.6844, 4.8774, 0.0042, 0.0568, 0.0092
Si, 11.6321, 0.2404, 6.7485, -0.0005, -0.0565, -0.0095
Si, 3.7826, -0.0489, 6.647, -0.0465, 0.0182, 0.0856
Si, 7.7486, 0.0669, 6.9022, 0.0365, -0.0484, 0.0015
Si, 2.0792, 1.5124, 6.7384, 0.052, 0.0247, 0.0002
Si, 5.7423, 1.2779, 6.6234, -0.1249, 0.0659, -0.0086
Si, 9.6836, 1.5319, 6.8383, -0.0276, 0.0039, 0.0663
Si, 11.5604, 5.5115, 6.676, -0.0374, -0.0422, 0.0545
Si, 4.0155, 5.4348, 6.7555, 0.0701, -0.014, 0.0462
Si, 7.7751, 5.683, 6.7863, -0.0274, -0.0861, -0.0054
Si, 2.0126, 6.6463, 6.6298, -0.0359, 0.0725, 0.002
Si, 5.8455, 6.981, 6.7266, -0.0766, 0.03, 0.0598
Si, 9.7891, 7.0488, 6.8791, 0.005, 0.0388, 0.0463
O, 10.0342, 7.98, 8.2676, -0.0084, 0.0123, -0.0287
O, 7.7053, 9.933, 8.2012, -0.017, -0.0108, -0.0188
O, 7.4492, 4.7397, 8.12, 0.0483, -0.0086, 0.0051
O, 3.3936, 10.3523, 8.195, 0.0523, -0.0451, 0.0225
O, 2.1222, 7.5258, 8.0208, -0.014, 0.0099, 0.0053
O, 4.0291, 4.5985, 8.2164, -0.0006, -0.0098, -0.0398
O, 9.8433, 2.4557, 8.2288, -0.005, 0.0413, -0.0111
O, 2.6352, 2.3523, 8.1023, -0.0074, 0.0166, -0.0267
O, 11.4248, 4.5949, 8.0504, 0.0068, -0.0254, -0.0089
O, 5.3825, 2.3659, 7.8208, -0.005, 0.007, -0.0088
O, 5.8611, 7.972, 8.0757, 0.0183, 0.0189, -0.0189
O, 11.3951, 10.2985, 8.1192, 0.0263, -0.033, -0.0028
O, 11.2746, 9.9641, 21.8111, -0.0111, -0.0175, 0.0325
O, 3.3037, 11.5468, 20.9376, 0.0395, -0.0626, 0.0228
O, 5.8324, 7.6574, 22.1161, 0.0555, 0.0351, 0.0043
O, 4.0958, 4.441, 21.9655, 0.0304, -0.0111, 0.0187
O, 7.3684, 9.8456, 22.0235, -0.0598, -0.0399, 0.0034
O, 9.8503, 7.7786, 22.2695, 0.0148, 0.0319, 0.0024
O, 1.3675, 2.5221, 22.0999, -0.0014, 0.038, -0.012
O, 5.8916, 2.5004, 21.925, -0.058, 0.0484, 0.001
O, 8.3903, 4.8024, 22.2333, -0.0406, -0.0183, -0.0143
O, -0.118, 4.6897, 21.9659, 0.0338, -0.0318, 0.0082
O, 2.4533, 7.499, 21.9228, -0.0296, 0.0178, -0.0062
O, 9.2177, 1.9246, 21.8066, 0.0029, 0.0121, 0.0114
Si, 1.9739, 7.7745, 9.5969, 0.0065, -0.0026, -0.0091
Si, 5.0573, 0.6263, 17.5196, 0.0028, 0.0063, -0.0109
Si, 2.5265, 5.4444, 13.9767, -0.0037, -0.0012, 0.0038
Si, 10.6164, 3.8717, 14.0437, -0.0026, -0.0062, 0.0041
Si, 8.2726, 2.4203, 15.1779, 0.0083, -0.0036, 0.0043
Si, 9.4941, 2.386, 20.2749, -0.0052, -0.0055, -0.0132
Si, 10.5541, 3.6795, 9.0682, 0.0002, 0.005, -0.0057
Si, 0.1064, 2.358, 11.5476, 0.0013, 0.0074, 0
Si, 11.0738, 8.1598, 15.3579, 0.0013, 0.0037, 0.0084
Si, 5.1848, 6.976, 13.962, -0.0005, 0.0009, 0.0015
Si, 5.7976, 2.646, 11.0681, 0, -0.0005, 0.0003
Si, 8.4531, 7.7538, 19.3492, 0.004, -0.0026, -0.0029
Si, 7.9853, 4.9471, 20.6665, -0.007, -0.0014, 0.0115
Si, 5.9944, 9.6529, 15.0735, -0.0043, -0.0027, 0.0007
Si, 1.9262, 7.7384, 20.3978, -0.0064, 0.025, -0.0204
Si, 2.0024, 5.0646, 18.8121, 0.0038, -0.0003, -0.0048
Si, 4.5369, 3.5054, 18.0223, 0.0032, -0.0076, 0.0013
Si, 8.546, 8.991, 16.7734, -0.0026, 0, -0.0016
Si, 0.8809, 9.5216, 13.2679, 0.0039, -0.0002, 0.0074
Si, 9.9869, 10.693, 11.6634, -0.0056, 0.0008, 0.001
Si, 5.2703, 3.7486, 21.0495, 0.0068, 0.0013, 0.0066
Si, 0.6498, 5.5233, 16.2409, 0.0003, 0.0015, 0.0024
Si, 10.8401, 9.1455, 9.1089, 0.0127, 0.0154, 0.0053
Si, 6.3384, 8.8855, 21.1871, -0.0497, 0.0429, -0.0112
Si, 7.1426, 7.1158, 11.4586, 0.0012, -0.0005, 0.0026
Si, 2.7342, 0.7678, 12.186, 0.0047, -0.0022, 0.0022
Si, 10.674, 8.5948, 21.1289, 0.0045, -0.0032, -0.0083
Si, 6.0506, 4.3666, 15.6048, 0.0033, 0.0005, 0.0045
Si, 7.1366, 0.5143, 12.872, -0.0056, -0.0048, -0.0012
Si, 4.0789, 2.9958, 8.5745, 0.0104, -0.0079, 0.0095
Si, 0.9101, 6.7785, 11.8815, 0.0065, -0.003, -0.0033
Si, 6.6118, 9.051, 9.0551, -0.0076, 0.0122, 0.006
Si, 0.5871, 3.5028, 21.0796, 0.0034, -0.0116, 0.0115
Si, 9.8409, 6.5346, 12.867, -0.0018, 0.0014, -0.0013
Si, 7.7539, 4.5621, 9.7065, 0.002, -0.0063, -0.001
Si, 3.7187, 10.263, 19.9692, 0.0127, -0.0316, 0.0385
Si, 4.3127, 3.0756, 13.4785, 0.0014, -0.0024, 0.0024
Si, 3.895, 10.0188, 9.7176, -0.0005, -0.0009, -0.0158
Si, 8.054, 0.8429, 17.9741, -0.0104, -0.0079, -0.0113
O, 11.5802, 3.2279, 12.91, -0.0163, -0.0017, -0.0151
O, 9.3767, 4.5062, 9.8574, -0.0054, -0.0139, -0.0198
O, 8.5966, 3.6779, 19.8772, 0.0018, 0.0057, 0.0118
O, 4.0498, -0.2513, 18.4439, 0.0076, -0.0025, 0.0223
O, 11.364, 4.5086, 15.3389, -0.0014, 0.0134, -0.0036
O, 9.9248, 9.8143, 10.2825, 0.0184, 0.0052, 0.0057
O, 3.8296, 1.5631, 13.1045, -0.009, 0.0124, -0.0159
O, 0.6961, 9.0959, 14.8304, -0.0186, -0.0135, -0.0207
O, 6.4579, 0.973, 18.3135, 0.0176, -0.01, -0.029
O, 4.8021, 3.1891, 19.6025, -0.0056, 0.0057, -0.0026
O, 6.2961, 1.1962, 11.646, 0.0119, 0.0081, 0.0227
O, 0.5896, 8.606, 9.8317, -0.0014, -0.006, -0.0098
O, 5.7093, 4.3298, 17.211, -0.0097, -0.0161, -0.0196
O, 8.462, 7.1853, 12.3793, -0.0033, -0.0157, -0.0158
O, 4.4282, 2.6857, 10.1442, 0.0138, 0.0112, -0.0086
O, 2.136, 5.5849, 15.5502, -0.0265, -0.0019, -0.0224
O, 3.4307, 0.0823, 10.893, -0.0058, -0.0084, 0.0102
O, 5.9059, 7.2179, 12.5125, 0.003, -0.007, 0.01
O, 2.3664, 6.5671, 19.3504, -0.0269, -0.0062, 0.0212
O, 0.7383, 5.027, 17.7841, 0.0183, 0.0041, -0.0027
O, 8.4898, 10.7534, 12.2922, 0.0027, 0.0159, 0.0044
O, 5.5129, 10.0823, 9.6597, 0.0003, -0.027, -0.0147
O, 0.3035, 7.7587, 20.472, 0.0364, 0.0075, 0.0133
O, 9.7732, 2.6191, 14.6251, -0.0238, 0.0163, 0.0042
O, 2.0519, 10.6329, 13.1962, -0.0134, 0.0013, -0.0205
O, 10.0126, 9.1178, 16.1047, -0.0101, -0.023, -0.0041
O, 6.2187, 10.3222, 13.6028, 0.0136, 0.0114, 0.0119
O, 7.4579, 1.6111, 14.0313, 0.0118, -0.0021, 0.0006
O, 1.693, 4.1242, 20.0861, -0.0101, 0.0121, -0.0072
O, 5.902, 5.8392, 14.9103, -0.0163, -0.0026, -0.007
O, 7.4125, 9.0489, 15.6175, 0.0015, 0.0104, 0.018
O, 1.5849, 1.7156, 11.5628, -0.0088, -0.0074, 0.0166
O, 7.2398, 8.3117, 10.3567, -0.0065, -0.0106, -0.0128
O, 4.3079, 2.0596, 17.2801, 0.024, 0.0085, 0.0191
O, 7.0754, 3.1858, 10.2264, -0.0121, 0.0155, 0.0037
O, 11.6225, 7.018, 16.3634, 0.0022, 0.0016, -0.0312
O, 8.3582, 10.2147, 17.7941, -0.0088, 0.0232, -0.027
O, 3.312, 8.5463, 10.1002, -0.0126, 0.0107, -0.0113
O, 7.591, 3.8818, 15.4134, -0.0138, -0.0242, -0.0013
O, 3.2404, 4.4649, 17.963, -0.005, -0.0073, 0.027
O, 2.9555, 3.9463, 13.5527, 0.0138, 0.0138, 0.0069
O, 1.3797, 8.2442, 12.4071, -0.0271, -0.0057, 0.0065
O, 1.2061, 5.7361, 13.0832, 0.0163, 0.0236, -0.0023
O, 5.0382, 8.3599, 14.8173, 0.0191, -0.007, -0.0072
O, 11.0876, 2.7163, 20.1664, 0.0029, 0.0085, 0.0269
O, 11.0358, 10.0376, 12.7195, 0.0091, -0.0013, -0.0106
O, 5.3866, 3.5872, 12.3466, -0.0093, -0.029, -0.0005
O, 5.0647, 3.2581, 14.9058, 0.0132, 0.021, -0.0046
O, 6.3551, 4.9196, 20.6712, 0.0068, -0.0229, -0.0026
O, 8.3617, 1.6245, 16.5861, -0.0198, -0.0064, 0.0075
O, 10.4969, 1.2757, 11.3892, 0.0097, -0.0118, 0.0144
O, 10.9066, 6.6578, 11.6292, -0.003, -0.0047, 0.0295
O, 2.5296, 9.1554, 19.8821, 0.0463, 0.0105, 0.0251
O, 1.7718, 6.4405, 10.5301, -0.0129, 0.0225, 0.0178
O, 7.0189, 8.3344, 19.8301, 0.0116, 0.0017, 0.0342
O, 8.4596, 7.653, 17.7155, 0.0024, 0.0208, 0.0106
O, 3.6813, 6.502, 13.5978, -0.0012, -0.0187, 0.016
O, 9.6474, 4.9866, 13.3379, 0.0269, 0.0063, 0.0078
O, 5.0547, 9.7036, 20.6815, -0.0247, -0.056, -0.0186
O, 10.3477, 7.4252, 14.1129, 0.0152, -0.0065, 0.0025
O, 8.6107, 6.2564, 19.9555, -0.0074, 0.0125, 0.0033
O, 7.0922, 5.7344, 10.6065, 0.0165, 0.0089, 0.0031
O, 5.3547, 10.7269, 16.1378, 0.0093, -0.0051, 0.0065
O, 9.0366, 1.2763, 19.1881, -0.0009, 0.0079, 0.0117
O, 11.632, 3.2459, 10.1927, -0.0172, -0.0076, 0.0123
O, 9.6253, 8.7633, 19.8955, -0.0164, -0.0252, 0.0035

Results
free energy: -144892.976 eV
free energy less fixed offsets of O -569.03, P -756.45, Si -635.61 eV per atom: -3.926 eV

The program warned: the cutoff lies below the one the program advises for these potential files; the forces do not sum to zero within the program's tolerance; the exchange-correlation potential is rough where the density is thin.
